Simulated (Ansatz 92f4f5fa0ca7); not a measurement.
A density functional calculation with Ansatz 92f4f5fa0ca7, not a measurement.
Periodic cell of 273 atoms, Si166O106As1, from a study of silicon, its oxide and their interface. The atomic structure is a simulated model.
Doubt: the cutoff is far below the 930 eV that the study's wrapper takes by default for these files, so forces and energies are approximate.

Settings: functional PBE; potential files Ansatz PAW; basis plane waves; wave-function cutoff 580 eV; density cutoff ratio 5; exchange-correlation grid ratio 1; k mesh 1 x 1 x 1, Gamma-centred; self-consistency stop 5e-08 eV per atom in the density residual; occupations fixed; spin none; net charge +1 e, with a uniform compensating background and no finite-size correction.

Cell vectors (angstrom)
a, 11.6015, 0, 0
b, 0, 13.3963, 0
c, 0, 0, 29.8085

Atoms and the computed forces on them: element, x, y, z (angstrom), force x, y, z (eV/angstrom)
Si, 11.5536, 0.1786, 22.8944, -0.0047, 0.0048, -0.1218
Si, 3.9208, 0.1556, 23.0134, 0.0143, -0.0081, -0.1144
Si, 7.6674, 0.1226, 23.1316, -0.0095, -0.0206, -0.1023
Si, 2.0735, 3.4573, 22.8742, 0.0017, 0.0047, -0.123
Si, 5.9054, 3.692, 22.9895, 0.0039, 0.0262, -0.1196
Si, 9.7619, 3.5344, 23.0188, 0.0037, 0.0277, -0.1133
Si, 11.6638, 6.8567, 23.0552, -0.0067, 0.0266, -0.1161
Si, 3.9592, 7.0383, 23.1804, 0.0174, 0.014, -0.0884
Si, 7.7971, 6.8865, 23.2353, -0.0157, 0.0161, -0.1045
Si, 2.0423, 10.2318, 23.2455, 0.0115, -0.0037, -0.1085
Si, 5.8621, 10.0939, 23.3006, -0.0189, -0.0271, -0.0842
Si, 9.8487, 10.081, 23.2223, -0.014, -0.0154, -0.1007
Si, 11.7002, 2.3852, 23.7375, 0.005, -0.0138, -0.02
Si, 4.0041, 2.406, 23.7353, 0.0025, -0.0112, -0.0213
Si, 7.7877, 2.4166, 23.7589, -0.003, -0.0196, -0.0205
Si, 2.0335, 5.7105, 23.6903, 0.0064, -0.0049, -0.0097
Si, 5.8367, 5.8141, 23.981, -0.0061, 0.0046, 0.0085
Si, 9.7416, 5.7261, 23.89, -0.0013, -0.0095, -0.0003
Si, 11.758, 9.0174, 24.0202, 0.0146, 0.0031, -0.0101
Si, 3.9111, 9.1304, 24.1943, -0.0003, 0.0264, 0.0089
Si, 7.8523, 9.0797, 24.028, 0.0217, 0.0094, 0.0086
Si, 1.9222, 12.5042, 23.7876, -0.0186, 0.0008, -0.0292
Si, 5.7772, 12.3736, 23.9196, 0.0012, 0.0034, -0.0146
Si, 9.6818, 12.3942, 23.7658, -0.0012, -0.0039, -0.0358
Si, 11.6476, 2.2943, 26.1468, -0.0141, 0.0289, 0.0159
Si, 3.9221, 2.3108, 26.1426, 0.0034, 0.0136, -0.0099
Si, 7.7516, 2.3213, 26.1637, 0.0184, 0.032, 0.0326
Si, 1.9798, 5.6289, 26.1335, -0.0042, 0.0099, 0.0112
Si, 5.8215, 5.6791, 26.3232, 0.0071, 0.0227, -0.0028
Si, 9.7058, 5.6349, 26.2584, 0.0039, 0.0067, -0.0115
Si, 11.6728, 8.9632, 26.3501, -0.0037, -0.0282, -0.0026
Si, 3.8896, 9.0139, 26.4915, 0.0213, -0.0322, 0.0431
Si, 7.7941, 8.9976, 26.3621, -0.0224, -0.0252, 0.012
Si, 1.9363, 12.3795, 26.1857, 0.0125, -0.0066, 0.0156
Si, 5.7968, 12.3332, 26.2796, 0.0059, -0.0045, -0.0028
Si, 9.686, 12.3455, 26.1618, -0.0092, 0.0086, 0.0178
Si, 1.98, 1.1947, 26.9741, -0.0031, -0.0052, -0.0553
Si, 5.8269, 1.1889, 27.0039, -0.0226, -0.0438, -0.0503
Si, 9.6878, 1.1841, 26.9565, 0.0248, -0.0366, -0.0368
Si, 11.6517, 4.5072, 26.9888, 0.0019, 0.0154, -0.0214
Si, 3.8876, 4.5105, 27.0035, 0.006, 0.011, -0.0346
Si, 7.7538, 4.5208, 27.0434, -0.0051, 0.001, -0.0033
Si, 1.9671, 7.8038, 27.1172, 0.0215, 0.0447, -0.0052
Si, 5.8534, 7.888, 27.1627, -0.0086, 0.0178, 0.0335
Si, 9.7196, 7.846, 27.0894, -0.0094, 0.0182, -0.0071
Si, 11.6178, 11.2366, 26.9963, -0.0096, -0.0192, -0.0529
Si, 3.8502, 11.2771, 27.1023, 0.0065, -0.0288, -0.0275
Si, 7.7652, 11.2464, 27.0411, -0.0092, -0.0181, -0.0242
Si, 1.9511, 1.1305, 29.3538, -0.0232, -0.1052, 0.0508
Si, 5.7957, 1.1298, 29.3918, 0.0102, -0.0119, 0.0354
Si, 9.6546, 1.1249, 29.3546, -0.1051, 0.008, 0.0631
Si, 0.0146, 4.4553, 29.3791, -0.0643, -0.0394, 0.0106
Si, 3.872, 4.4547, 29.3707, 0.0119, -0.0536, -0.0089
Si, 7.7196, 4.4681, 29.416, -0.0557, -0.0321, -0.0182
Si, 1.9416, 7.7737, 29.4746, -0.0259, -0.0382, -0.0837
Si, 5.8305, 7.8326, 29.5201, -0.011, -0.0345, -0.1459
Si, 9.6848, 7.7952, 29.4387, -0.037, -0.0541, -0.0892
Si, -0.0103, 11.1639, 29.356, 0.0219, -0.0187, -0.0078
Si, 3.8707, 11.1962, 29.4544, 0.0146, -0.0566, -0.0596
Si, 7.7562, 11.1865, 29.3963, -0.004, -0.0486, -0.0411
Si, -0.001, -0.0087, 0.2994, 0.0301, 0.0658, 0.0455
Si, 3.8612, 0.0044, 0.4158, -0.0021, 0.0773, -0.0919
Si, 7.7103, -0.0087, 0.3845, 0.081, 0.0603, -0.0021
Si, 1.9507, 3.3307, 0.3497, -0.0301, 0.0734, 0.063
Si, 5.7797, 3.3358, 0.4217, 0.0287, 0.0414, -0.0074
Si, 9.6491, 3.3484, 0.3623, 0.0971, 0.0031, 0.033
Si, -0.0082, 6.6669, 0.4152, 0.0485, 0.0061, 0.0408
Si, 3.888, 6.66, 0.3936, 0.0306, 0.0386, 0.0764
Si, 7.7579, 6.6833, 0.44, 0.0089, -0.0013, 0.0338
Si, 1.9235, 10.0525, 0.3414, 0.0052, 0.0056, 0.0312
Si, 5.8307, 10.0917, 0.4154, -0.042, 0.0209, 0.0066
Si, 9.6754, 10.0306, 0.3611, 0.0019, 0.0599, 0.0296
Si, 11.4795, -0.0266, 2.6628, 0.0703, 0.1047, 0.0017
Si, 3.9011, -0.053, 2.7888, -0.0762, 0.1556, 0.2175
Si, 7.6564, -0.0936, 2.7628, 0.0163, 0.0334, -0.0295
Si, 1.9362, 3.2664, 2.7084, -0.0174, -0.0085, -0.034
Si, 5.7439, 3.2638, 2.8172, 0.0312, -0.0054, -0.0382
Si, 9.5995, 3.2984, 2.7409, -0.0035, 0.002, -0.0719
Si, 11.572, 6.6211, 2.7717, 0.0023, -0.0358, -0.0473
Si, 3.8675, 6.606, 2.7412, -0.0123, -0.033, -0.0648
Si, 7.7432, 6.6319, 2.802, -0.0042, -0.0367, -0.0591
Si, 1.9195, 9.9361, 2.6964, -0.0106, 0.0088, 0.0774
Si, 5.8384, 10.0436, 2.7829, -0.0222, 0.0008, -0.0177
Si, 9.6721, 9.9658, 2.7219, 0.0179, 0.0047, -0.0076
Si, 11.5653, 2.2051, 3.43, -0.07, -0.0279, 0.0161
Si, 3.799, 2.1295, 3.6649, 0.032, -0.0399, 0.0558
Si, 7.6801, 2.1088, 3.5532, 0.009, 0.0004, 0.0509
Si, 1.9075, 5.4856, 3.4776, 0.011, 0.0513, 0.0296
Si, 5.8032, 5.5168, 3.578, -0.0151, 0.0251, 0.0539
Si, 9.6557, 5.5039, 3.6269, 0, 0.0102, 0.0577
Si, 11.5933, 8.8628, 3.5605, 0.0451, -0.009, 0.0114
Si, 3.9113, 8.8651, 3.4263, -0.037, -0.0153, -0.0163
Si, 7.748, 8.8718, 3.5608, 0.0006, -0.0271, 0.0078
As, 1.842, 12.2292, 3.5538, 0.0067, -0.1128, 0.0247
Si, 5.7647, 12.2044, 3.7708, 0.0029, -0.0249, 0.0409
Si, 9.6042, 12.1757, 3.5054, -0.0489, 0.0134, 0.02
Si, 11.4649, 2.1491, 5.7519, 0.0238, 0.0319, -0.0447
Si, 3.7261, 2.0205, 6.0869, -0.0138, 0.0185, -0.021
Si, 7.6014, 1.9659, 5.9239, -0.0142, 0.0123, -0.008
Si, 1.8765, 5.3947, 5.8096, -0.0041, -0.0486, -0.0094
Si, 5.8018, 5.461, 5.9476, 0.0078, -0.018, -0.0048
Si, 9.6236, 5.4358, 6.0241, -0.0058, -0.0238, -0.0102
Si, 11.6381, 8.7857, 5.9354, -0.0239, 0.0065, 0.0269
Si, 3.9019, 8.7762, 5.7421, 0.0629, 0.0029, -0.0084
Si, 7.7749, 8.8091, 5.927, 0.0063, 0.0023, 0.007
Si, 1.7536, 12.1441, 6.0134, 0.1101, 0.0489, -0.2906
Si, 5.7121, 12.1181, 6.2726, 0.0189, 0.0241, -0.0343
Si, 9.5754, 12.1145, 5.8627, -0.0047, -0.0191, -0.0109
Si, 1.6219, 0.9829, 6.7361, -0.0502, 0.1768, 0.2471
Si, 5.668, 0.9862, 7.0228, 0.0025, 0.0104, 0.1907
Si, 9.6237, 0.9372, 6.5969, 0.0196, -0.0162, 0.1162
Si, 11.5735, 4.3067, 6.7259, -0.0024, 0.0321, 0.1702
Si, 3.8253, 4.3174, 6.5681, -0.0063, 0.0369, 0.1786
Si, 7.6924, 4.1736, 6.6323, -0.0036, 0.0179, 0.1524
Si, 2.0238, 7.6136, 6.5168, 0.0194, 0.0239, 0.1522
Si, 5.8306, 7.7336, 6.701, -0.0277, -0.0048, 0.1651
Si, 9.7148, 7.6989, 6.7372, 0.0016, -0.0208, 0.1575
Si, 11.4158, 10.9727, 6.7991, -0.1284, -0.1262, 0.2278
Si, 3.6533, 10.9239, 6.6433, 0.0842, -0.1791, 0.2451
Si, 7.7536, 10.9694, 6.8681, 0.0079, -0.0421, 0.163
O, 9.9039, 7.8947, 8.3976, 0.028, 0.0308, -0.2301
O, 9.8996, 0.8198, 8.2442, -0.051, 0.0093, -0.164
O, 1.0266, 0.9293, 8.3246, 0.1243, -0.044, -0.2679
O, 3.0636, 10.5573, 8.1584, 0.0226, 0.0903, -0.3558
O, 5.8203, 7.9022, 8.3652, -0.0348, -0.0236, -0.272
O, 5.6088, 1.1856, 8.7061, -0.0347, 0.015, -0.2755
O, 3.7718, 4.3315, 8.2153, -0.031, -0.0384, -0.2446
O, 7.6505, 3.7305, 8.2576, 0.0106, -0.0418, -0.2208
O, 0.0474, 4.2732, 8.3986, -0.0131, -0.0064, -0.2509
O, 11.1239, 10.9369, 8.4506, 0.0362, 0.0071, -0.3874
O, 8.1199, 10.7663, 8.5042, 0.0174, 0.0067, -0.2696
O, 2.371, 7.4979, 8.1208, -0.0273, 0.0081, -0.2788
O, 11.4268, 0.2082, 21.2158, 0.0363, -0.0236, 0.2245
O, 9.7636, 3.6424, 21.3551, -0.03, -0.0142, 0.2322
O, 4.1412, 7.5469, 21.5931, -0.038, -0.0444, 0.163
O, 6.0099, 4.1745, 21.3743, 0.0232, -0.0238, 0.2361
O, 5.748, 9.7541, 21.6651, 0.0282, 0.0447, 0.1591
O, 2.1478, 3.3828, 21.1933, -0.0345, 0.0236, 0.2255
O, 7.3569, 13.4469, 21.4922, -0.0209, 0.0365, 0.2099
O, 4.0224, 0.1547, 21.3509, 0.0164, 0.008, 0.2296
O, 7.7355, 6.9601, 21.5852, 0.017, -0.0256, 0.206
O, 2.1311, 10.1723, 21.5951, -0.0216, -0.012, 0.2227
O, 11.5403, 6.9757, 21.3943, -0.0113, 0.0047, 0.2222
O, 10.1684, 9.6529, 21.6307, 0.0211, -0.0028, 0.2026
Si, 11.581, 6.4508, 11.2975, 0.0214, 0.0039, 0.2114
Si, 1.5733, 10.3657, 16.2456, 0.0113, 0.0018, -0.0138
Si, 0.2254, 3.6891, 9.9146, 0.0421, 0.0474, 0.2665
Si, 8.0867, 12.8595, 20.1684, 0.0138, -0.031, -0.2098
Si, 2.8379, 10.4628, 9.7584, 0.0044, 0.0169, 0.3444
Si, 2.5741, 10.3932, 20.0513, -0.0167, 0.0113, -0.2079
Si, 10.3535, 3.7047, 19.8352, 0.0134, 0.0092, -0.2189
Si, 0.2534, 12.8014, 17.0884, 0.0119, -0.0032, -0.0833
Si, 10.8185, 0.701, 19.7688, -0.021, -0.003, -0.213
Si, 3.1635, 7.7538, 16.2324, 0.0147, 0.0255, -0.0157
Si, 0.3313, 6.4888, 19.8936, 0.0314, -0.0065, -0.2094
Si, 9.3902, 2.5229, 14.2857, 0.0145, -0.0012, 0.111
Si, 2.9076, 2.5454, 11.0368, 0.0118, -0.0134, 0.2223
Si, 5.1343, 11.9822, 15.3471, 0.0114, -0.0022, 0.0044
Si, 4.9408, 8.6803, 20.7156, 0.0071, 0.0094, -0.2115
Si, 3.6097, -0.3903, 11.2821, -0.0465, 0.0202, 0.2255
Si, 5.5887, 8.8851, 14.7976, 0.0078, 0.025, 0.075
Si, -0.1711, 11.316, 10.0174, -0.0202, -0.0335, 0.3313
Si, 9.4553, 10.0163, 20.2125, -0.0122, 0.016, -0.1958
Si, 3.459, 0.0495, 19.8221, -0.0034, -0.0057, -0.2159
Si, 7.4693, 4.7043, 9.5436, -0.0048, 0.0132, 0.2668
Si, 2.3714, 12.3573, 14.1574, -0.0263, 0.0003, 0.1432
Si, 6.1879, 0.5914, 10.1408, 0.0426, 0.0125, 0.2864
Si, 2.7971, 2.9019, 19.7543, 0.0367, -0.0099, -0.1959
Si, 5.7184, 4.4421, 13.651, 0.0068, 0.0073, 0.1184
Si, 7.4756, 0.2139, 15.5931, 0.0071, 0.0001, -0.0051
Si, 9.6081, 11.3438, 15.2085, -0.0136, 0.0033, 0.0716
Si, 1.9905, 6.5671, 13.5517, 0.0171, -0.0191, 0.1302
Si, 2.8433, 3.5284, 14.0135, -0.0014, 0.017, 0.1244
Si, 11.7032, 9.1707, 18.4051, 0.0029, 0.0023, -0.1106
Si, 11.2246, 0.8766, 9.2064, -0.0375, 0.0243, 0.2852
Si, 9.1279, 7.3239, 9.7143, -0.0105, -0.0391, 0.2571
Si, 8.6761, 8.5584, 14.5795, -0.0156, -0.0234, 0.0963
Si, 4.7785, 7.1582, 12.3499, -0.0037, -0.0157, 0.2269
Si, 2.9746, 5.6297, 18.7491, 0.0023, 0.0264, -0.1192
Si, 2.5384, 7.406, 9.7178, -0.0265, -0.0673, 0.2946
Si, 6.2663, 8.4274, 9.8444, -0.005, -0.0253, 0.287
Si, 4.3322, 4.7622, 9.6604, 0.0305, 0, 0.26
Si, 9.351, 10.4987, 12.2848, -0.0174, -0.03, 0.2726
Si, 5.9477, 13.0314, 17.9561, 0.0068, 0.0003, -0.1247
Si, 7.9809, 4.9343, 18.3578, 0.0011, 0.0016, -0.1173
Si, 8.3086, 5.4084, 15.1959, 0.016, 0.0057, -0.0007
Si, 7.3242, 11.0746, 9.9174, -0.02, 0.0245, 0.3004
Si, 5.39, 4.203, 19.8593, -0.0287, 0.0178, -0.2157
Si, 0.7873, 1.492, 15.0373, -0.0143, 0.0089, 0.0257
Si, 7.5527, 7.5283, 20.0806, 0.0164, 0.0039, -0.2007
Si, 7.6497, 2.7884, 11.8599, 0.0094, 0.0043, 0.2368
O, 3.4551, 6.0839, 10.0975, -0.0092, 0.0049, -0.0974
O, 1.9491, 2.658, 15.0785, 0.0165, 0.012, -0.0285
O, -0.3608, 12.9472, 10.1769, 0.0041, 0.0315, -0.1133
O, 8.3617, 8.901, 19.8271, -0.0008, -0.0022, 0.0623
O, 2.4214, 1.3127, 19.5092, 0.0007, 0.0093, 0.0625
O, 8.1517, 5.3041, 16.7977, -0.0078, -0.0037, 0.055
O, 2.7397, 11.9826, 19.6974, 0.002, -0.0036, 0.0689
O, 7.1605, 8.7659, 15.1392, 0.0027, -0.0005, -0.0212
O, 1.2862, 0.1864, 14.1736, 0.015, -0.0146, -0.0344
O, 4.413, 3.811, 14.4452, -0.0006, 0.0023, -0.0352
O, 4.2451, 3.4161, 10.617, 0.0153, 0.0412, -0.0985
O, 10.9571, 2.0819, 14.484, -0.0038, 0.0014, -0.0232
O, 11.3851, 4.8425, 10.9918, -0.0011, -0.0565, -0.1048
O, 10.8463, 12.0189, 16.0412, 0.0064, 0.0006, 0.004
O, 8.9377, 6.909, 14.7671, 0.0031, 0.009, -0.0182
O, 1.7818, 3.3577, 10.2104, -0.061, 0.0126, -0.1006
O, 8.4663, 5.9324, 9.2158, 0.003, 0.0018, -0.0938
O, 11.1486, 2.2972, 19.521, -0.0026, 0.003, 0.0655
O, 5.4121, 7.6058, 10.931, 0.0502, 0.0533, -0.1746
O, 11.4203, 7.5932, 18.7794, 0.0004, -0.0328, 0.0673
O, 7.8738, 8.264, 10.151, 0.0043, 0.003, -0.0859
O, 10.1366, 7.156, 10.9859, -0.0529, 0.0171, -0.1081
O, 9.2225, 4.1122, 14.7188, -0.0036, -0.0075, -0.0186
O, 8.8325, 11.4722, 20.5179, 0.0033, -0.0001, 0.0747
O, 10.5782, 10.5195, 11.182, 0.084, 0.043, -0.1654
O, 8.3609, 12.2401, 15.7688, 0.008, -0.0065, -0.0065
O, 4.4411, 2.8788, 19.7975, 0.0024, -0.001, 0.0648
O, 4.6556, 0.2247, 18.7305, -0.0474, 0.0065, 0.0849
O, 10.4749, 10.0901, 18.9511, -0.0323, 0.0083, 0.0764
O, 6.7927, 0.6968, 17.0183, -0.0122, -0.0077, 0.0357
O, 0.5168, 6.7486, 12.8314, -0.0474, -0.0067, -0.1136
O, 1.0527, 7.1391, 10.3004, 0.0625, 0.0339, -0.1135
O, 3.1439, 7.1822, 12.5552, 0.0168, 0.0144, -0.0864
O, 3.9515, 9.5589, 19.7679, 0.0222, -0.0161, 0.0765
O, 6.7922, 5.1982, 14.615, -0.0254, -0.0098, -0.0327
O, 0.5772, 0.9144, 16.5484, -0.0014, -0.0072, 0.0166
O, 1.5519, 11.7841, 17.1029, -0.0006, 0.0031, 0.0207
O, 5.3978, 8.291, 13.3132, -0.0152, -0.0364, -0.0963
O, 2.974, 12.3725, 12.6422, 0.0448, 0.0177, -0.1611
O, 6.4363, 3.1928, 12.8838, 0.0288, -0.0283, -0.084
O, 2.8001, 9.3243, 16.5862, -0.0056, -0.0014, 0.0093
O, 5.9976, 7.8943, 19.7571, -0.0217, 0.0105, 0.0765
O, 1.9531, 6.3929, 19.7637, -0.0287, 0.0073, 0.0668
O, 1.4462, 9.6901, 19.1413, 0.0431, 0.019, 0.0808
O, 9.4837, 9.7125, 15.4725, 0.0026, 0.0004, -0.0266
O, 3.104, 8.8924, 10.2013, -0.0066, 0.051, -0.1119
O, 8.9775, 9.0426, 13.0132, 0.0145, 0.0423, -0.1077
O, 2.1545, 7.3134, 15.0011, -0.0108, -0.013, -0.0467
O, 9.1371, 3.8696, 18.7737, 0.032, -0.0163, 0.0693
O, 4.7367, 7.9046, 15.802, -0.0032, -0.0041, -0.0117
O, 7.2519, 1.5938, 10.8403, -0.044, -0.0633, -0.1261
O, 8.119, 6.3639, 19.1151, -0.0114, 0.0406, 0.0781
O, 5.9115, 5.1633, 9.6252, 0.0024, -0.0009, -0.0887
O, 6.9892, -0.9285, 19.0547, 0.0427, 0.0009, 0.0956
O, 11.052, 2.2537, 10.0938, 0.0036, -0.0659, -0.1121
O, 8.9824, 2.3881, 12.7076, -0.0406, 0.0038, -0.1089
O, 9.6986, 11.5098, 13.5544, -0.0049, -0.0171, -0.1147
O, 6.5675, 4.2049, 18.7366, -0.0312, -0.0074, 0.0711
O, 6.0402, 10.0466, 9.9647, -0.0026, 0.0078, -0.093
O, 1.3502, 10.8382, 10.2825, 0.0048, 0.0011, -0.102
O, 5.1656, 10.465, 14.7455, -0.0031, -0.0087, -0.0193
O, 1.6941, 10.9084, 14.6633, 0.0027, 0.0108, -0.0289
O, 11.3671, 13.0762, 18.6158, -0.0225, 0.0315, 0.1021
O, 5.4428, 11.8432, 16.9515, 0.001, 0.0085, 0.0332
O, 8.0914, 10.9893, 11.3611, -0.0558, 0.0161, -0.1573
O, 11.3094, 5.0091, 19.6231, -0.0068, -0.0039, 0.062
O, 8.3723, 1.4793, 15.0734, 0.0069, 0.0137, -0.0221
O, 2.4303, 4.05, 18.6, -0.0009, -0.0294, 0.0614
O, 3.7514, 11.6961, 10.3224, -0.0232, -0.0838, -0.1358
O, 9.1845, 0.5757, 19.7078, -0.008, -0.0034, 0.0701
O, 2.7731, 2.6503, 12.6484, 0.0017, -0.0298, -0.1464
O, 3.6501, 12.6284, 15.1388, -0.0164, 0.0025, -0.0316
O, 7.9963, 4.0846, 10.941, -0.0088, 0.0543, -0.1487
O, 5.116, 0.251, 11.3363, 0.0293, 0.0035, -0.0936
O, 4.4297, 5.492, 19.4915, 0.0266, -0.013, 0.058
O, 6.2084, 13.0545, 14.6739, -0.003, -0.0003, -0.0135
O, 3.0582, 6.5739, 17.3894, -0.0065, -0.0322, 0.0538
O, 2.7822, 0.9316, 10.7171, -0.0104, -0.0085, -0.0832
O, 0.2943, 9.4511, 16.7911, -0.0129, -0.0102, 0.0428
O, 5.2256, 5.6094, 12.6192, -0.0135, 0.0326, -0.0784
O, 2.1407, 4.9699, 13.791, -0.0045, 0.0139, -0.0422
O, 6.8948, 12.6101, 9.706, 0.0031, -0.0211, -0.0979

Results
free energy: -170670.547 eV
free energy less fixed offsets of As -4856.12, O -568.88, Si -635.61 eV per atom: -1.887 eV

The program warned: the cutoff lies below the one the program advises for these potential files; the forces do not sum to zero within the program's tolerance; the exchange-correlation potential is rough where the density is thin.
